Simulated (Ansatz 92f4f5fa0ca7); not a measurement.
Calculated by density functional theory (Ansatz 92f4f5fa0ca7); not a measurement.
Periodic cell of 255 atoms, Si165O90, from a study of silicon, its oxide and their interface. The atomic structure is a simulated model.
Doubt: the cutoff is low for norm-conserving oxygen, so forces and energies are approximate.
This geometry differs little from another in the collection (a relaxation step or a small displacement).

Settings
functional: HSE06
potential files: SPMS norm-conserving
basis: plane waves
wave-function cutoff: 800 eV
density cutoff ratio: 4
exchange-correlation grid ratio: 1
k mesh: 1 x 1 x 1, Gamma-centred
occupations: fixed
spin: none
net charge: 0

Cell vectors (angstrom)
a 10.938 0 0
b 0 10.938 0
c 0 0 37.4293

Atoms: element, x, y, z (angstrom)
Si 0 0 0.683
Si 5.469 0 0.683
Si 2.7345 2.7345 0.683
Si 8.2035 2.7345 0.683
Si 0 5.469 0.683
Si 5.469 5.469 0.683
Si 2.7345 8.2035 0.683
Si 8.2035 8.2035 0.683
Si 1.3673 1.3673 2.0503
Si 6.8362 1.3673 2.0503
Si 4.1018 4.1018 2.0503
Si 9.5708 4.1018 2.0503
Si 1.3673 6.8362 2.0503
Si 6.8362 6.8362 2.0503
Si 4.1018 9.5708 2.0503
Si 9.5708 9.5708 2.0503
Si 2.7345 0 35.3778
Si 8.2035 0 35.3778
Si 0 2.7345 35.3778
Si 5.469 2.7345 35.3778
Si 2.7345 5.469 35.3778
Si 8.2035 5.469 35.3778
Si 0 8.2035 35.3778
Si 5.469 8.2035 35.3778
Si 4.1018 1.3673 36.7451
Si 9.5708 1.3673 36.7451
Si 1.3673 4.1018 36.7451
Si 6.8362 4.1018 36.7451
Si 4.1018 6.8362 36.7451
Si 9.5708 6.8362 36.7451
Si 1.3673 9.5708 36.7451
Si 6.8362 9.5708 36.7451
Si -1.3695 -1.5045 28.5968
Si 5.1158 0.5532 27.2835
Si 3.2651 2.1583 27.3427
Si 8.0133 2.9092 27.3028
Si -0.2919 5.5788 27.3303
Si 5.7488 5.0939 27.1538
Si 2.5939 8.7388 26.7151
Si 8.485 7.8789 27.1409
Si 1.3871 1.3011 28.523
Si 6.8363 1.3725 28.616
Si 4.1551 3.9879 28.5334
Si 9.528 4.0402 28.6493
Si 1.3203 6.6608 28.6026
Si 6.827 6.7757 28.4407
Si 4.1068 9.6611 28.3376
Si 11.0677 10.6375 27.2972
Si 2.7333 -0.0673 29.8974
Si 8.2011 -0.0699 29.8927
Si 0.0347 2.6828 29.9074
Si 5.5118 2.7322 30.0106
Si 2.7596 5.3534 29.9038
Si 8.177 5.4732 29.9525
Si 0.0448 8.1345 29.9719
Si 5.4297 8.195 29.7332
Si 4.1001 1.324 31.273
Si 9.5793 1.3177 31.2566
Si 1.3756 4.0436 31.3003
Si 6.8477 4.1141 31.3431
Si 4.111 6.8203 31.1991
Si 9.5787 6.797 31.3098
Si 1.3886 9.5387 31.3023
Si 6.7964 9.5133 31.2166
Si 0.0059 -0.0258 32.6476
Si 5.4681 -0.0409 32.6246
Si 2.7454 2.692 32.6572
Si 8.2226 2.7073 32.6459
Si 0.007 5.4297 32.6568
Si 5.4627 5.4898 32.6467
Si 2.752 8.1611 32.6319
Si 8.1909 8.1878 32.6254
Si 1.3578 1.3546 34.0178
Si 6.8299 1.3468 33.9989
Si 4.0969 4.102 34.0052
Si 9.57 4.0824 34.0201
Si 1.3666 6.8209 34.0085
Si 6.8334 6.8396 34.0146
Si 4.0991 9.5516 34.0051
Si 9.557 9.5609 34.0039
Si 2.7438 0.0116 3.4077
Si 8.2213 0.0346 3.4113
Si -0.0106 2.7465 3.4209
Si 5.475 2.7534 3.417
Si 2.7216 5.4658 3.4282
Si 8.212 5.4746 3.4153
Si 0.0131 8.2009 3.4157
Si 5.4883 8.2267 3.4159
Si 4.0743 1.4176 4.7703
Si 9.548 1.4211 4.8111
Si 1.3256 4.1089 4.8125
Si 6.8741 4.0929 4.7925
Si 4.1092 6.8519 4.7539
Si 9.5757 6.8419 4.7823
Si 1.37 9.5966 4.7668
Si 6.8597 9.6268 4.7712
Si -0.0009 0.0548 6.1151
Si 5.4972 0.1083 6.1015
Si 2.6647 2.7223 6.1787
Si 8.1956 2.753 6.2754
Si -0.0758 5.4413 6.2042
Si 5.5087 5.4897 6.0824
Si 2.7587 8.2389 6.111
Si 8.2788 8.2911 6.1145
Si 1.2719 1.348 7.5968
Si 6.7837 1.3983 7.6471
Si 4.1174 4.1076 7.4048
Si 9.5294 4.096 7.7416
Si 1.3162 6.8845 7.4194
Si 6.896 6.9097 7.3686
Si 4.143 9.6893 7.3975
Si 9.6201 9.6941 7.5362
Si 3.8314 1.4092 10.287
Si 8.1811 -0.0032 9.0053
Si -0.1551 2.5464 9.1508
Si 5.2696 2.7385 8.9585
Si 2.8029 5.5769 8.6435
Si 8.1856 5.7014 8.9256
Si 0.1211 8.3464 8.8367
Si 5.6165 8.3817 8.6405
Si 2.7374 -0.0356 8.8413
Si 9.4863 1.1222 10.6275
Si 1.4349 3.435 10.5987
Si 6.4899 5.182 10.4934
Si 4.127 7.1057 9.7682
Si 9.5114 7.2121 10.1213
Si 1.8625 9.2241 10.2331
Si 7.1005 9.2867 10.2571
O 5.7251 0.29 25.7807
O 9.5762 6.7069 26.8369
O 2.6479 2.3777 10.978
O 1.5709 11.2313 13.0541
O 10.1515 0.1378 26.0177
O 3.9553 6.6582 23.6578
O 6.0466 3.6809 10.0575
O -0.3967 0.0536 11.2847
O 7.0451 5.0888 12.015
O 4.7289 0.5252 11.3704
O 12.9969 15.6188 9.7892
O 5.1929 6.18 10.6389
O 0.6399 4.0953 11.9021
O 8.3194 8.2199 10.7475
O 8.7039 1.7869 11.9276
O 3.0697 8.1249 10.5541
O 0.3936 5.0103 25.9744
O 2.9427 8.505 25.1381
O 8.7367 2.3387 25.9593
O 1.2731 9.6646 26.6839
O 5.1852 5.5876 25.7067
O 2.2496 -3.6197 27.4072
O 8.081 8.4526 25.6668
O 6.7359 9.7407 23.8391
Si 3.3893 5.5973 13.2777
Si 9.4746 -6.4457 22.2187
Si 4.572 4.8078 17.5397
Si 11.6814 10.1731 12.1099
Si 5.8374 -0.5237 12.0033
Si 3.5337 12.1517 22.7377
Si -0.2078 11.5852 18.4542
Si 0.062 7.8822 14.1972
Si 11.1145 -7.455 19.7039
Si 4.776 8.3364 14.1759
Si 8.8842 -1.745 19.0915
Si 2.6394 -3.3917 23.8573
Si 5.3432 6.0259 24.1505
Si -4.7456 4.4155 13.2197
Si 2.3424 9.2059 15.8031
Si 7.5281 8.3602 24.1392
Si 11.5646 5.7134 12.1995
Si 4.223 11.4672 20.0377
Si -1.2339 1.8741 15.6736
Si 10.5956 -6.4789 16.8887
Si 9.2426 7.2534 16.5213
Si 1.5152 11.9154 14.5354
Si 4.9164 3.946 21.9789
Si 1.483 7.8586 21.1259
Si 0.7001 5.1724 24.3998
Si 5.9536 11.1089 24.1854
Si 1.7988 2.5611 24.6208
Si 9.8707 1.4863 25.1917
Si 7.1595 11.3999 20.1064
Si 2.7539 5.1324 20.0345
Si -4.5352 6.3959 15.65
Si 9.3051 -3.4697 21.691
Si 2.1976 -1.1413 18.6973
Si -3.2272 1.639 13.2359
Si 5.8276 2.8341 19.3693
Si 2.482 3.7114 15.5732
Si -2.7663 1.7048 22.756
O 4.0432 7.0023 13.6704
O -0.8997 -0.6181 19.1788
O 12.3537 8.1342 15.037
O 4.4907 0.1772 23.5107
O -0.6372 6.0315 16.6621
O 6.5074 5.1859 14.5914
O 4.4412 1.9724 19.3229
O 2.2853 8.8663 17.3804
O 2.1488 1.4341 23.5264
O 3.7648 4.7836 21.2324
O 2.5901 4.8882 14.4815
O 8.7802 -2.7493 20.3465
O -1.2175 8.044 15.1814
O 6.6842 2.886 13.3247
O 10.4243 -6.6697 18.4794
O 3.7563 3.8141 16.5587
O 1.339 6.6212 24.1304
O 0.3249 2.2828 25.1884
O -0.3931 6.4194 11.1431
O 6.9156 4.0053 26.7986
O 3.1868 0.656 21.2666
O 12.8974 6.4574 20.4788
O 10.8253 1.9182 19.4433
O 5.6362 4.7998 23.1406
O 4.2778 2.6355 22.6499
O 8.8642 -5.0407 21.6742
O -2.4798 1.5168 14.6861
O -5.8422 9.3144 12.9378
O 5.9834 3.4986 20.8415
O 0.0893 6.366 13.5951
O 4.5945 4.5606 12.8931
O -0.6551 4.9004 23.5646
O 7.5562 10.1278 19.1925
O 5.669 0.1327 20.6489
O 14.7798 9.0982 15.2378
O 2.3536 8.2829 22.437
O -2.8291 0.8346 21.3744
O 10.4778 -7.037 21.1111
O 2.903 2.5256 25.7894
O 12.255 0.151 18.2887
O 3.5977 -5.5289 18.6797
O 7.0566 1.7963 19.1727
O 7.8063 -4.3801 16.3922
O 12.6793 3.8942 19.7645
O 8.6913 8.1612 23.0262
O 0.0341 1.5515 14.7439
O 5.7707 14.8954 18.2275
O 6.8082 1.4173 23.5867
O 10.9051 -3.2784 21.6364
O 2.4736 13.192 14.8413
O 12.7763 -0.2182 15.5623
O 9.3955 1.1751 23.6836
O 9.1324 -2.6332 17.7561
O 6.105 7.8206 14.9369
O 1.1478 4.0095 16.4397
O 8.4046 3.3036 22.5212
O 1.7875 4.0433 23.9798
O -1.3352 14.3847 16.085
O 0.0244 9.0285 13.0391
O -9.3164 8.974 19.9634
O 5.2347 6.0211 16.7075
O -0.9945 1.0253 17.063
O 2.2429 5.9952 12.1913
O 6.838 0.2994 12.986
O 3.6798 10.3507 19.0273
O 6.5363 7.0958 24.026

Results
free energy: -59013.256 eV
free energy less fixed offsets of O -447.96, Si -113.29 eV per atom: -4.006 eV
gap between the highest filled and lowest empty level on this k mesh: 1.352 eV

The program warned: the cutoff lies below the one the program advises for these potential files; the forces do not sum to zero within the program's tolerance; the exchange-correlation potential is rough where the density is thin.
